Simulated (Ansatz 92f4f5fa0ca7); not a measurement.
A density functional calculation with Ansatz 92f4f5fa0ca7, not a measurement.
Periodic cell of 222 atoms, Si131O89B2, from a study of silicon, its oxide and their interface. The atomic structure is a simulated model.
Doubt: the cutoff is far below the 930 eV that the study's wrapper takes by default for these files, so forces and energies are approximate.

Settings
functional: PBE
potential files: Ansatz PAW
basis: plane waves
wave-function cutoff: 580 eV
density cutoff ratio: 5
exchange-correlation grid ratio: 1
k mesh: 1 x 1 x 1, Gamma-centred
self-consistency stop: 5e-08 eV per atom in the density residual
occupations: fixed
spin: none
net charge: 0

Cell vectors (angstrom)
a 10.938 0 0
b 0 10.938 0
c 0 0 32.1988

Atoms: element, x, y, z (angstrom)
Si 10.6077 0.1845 24.77
Si 5.724 10.6389 24.7257
Si 2.506 2.9508 24.6419
Si 8.4698 2.4735 24.7745
Si 0.4003 5.304 24.691
Si 5.1973 5.6932 24.8332
B 3.2646 7.7027 25.2504
Si 7.9634 8.4387 24.7568
Si 1.3503 1.3562 25.967
Si 6.8689 1.2971 26.0794
Si 4.0528 4.0646 26.0727
Si 9.6809 4.116 25.9884
Si 1.5438 6.8798 26.0433
Si 6.8311 6.8441 26.0736
Si 4.0846 9.4476 25.9838
Si 9.5066 9.5762 26.1404
Si 2.7424 -0.0361 27.3157
Si 8.1805 -0.0195 27.534
Si 0.0288 2.7181 27.4161
Si 5.4797 2.7032 27.3832
Si 2.7419 5.4322 27.4989
Si 8.2485 5.4459 27.3559
Si 0.0435 8.1836 27.3697
Si 5.475 8.1904 27.4779
Si 4.0942 1.3344 28.7348
Si 9.5868 1.3731 28.8051
Si 1.3616 4.0691 28.8206
Si 6.8567 4.0913 28.7413
Si 4.1144 6.8133 28.828
Si 9.5993 6.8194 28.7452
Si 1.3791 9.5742 28.7451
Si 6.8191 9.5505 28.8578
Si 0.0153 -0.0082 30.144
Si 5.4521 0.0057 30.1611
Si 2.7527 2.7094 30.1443
Si 8.2065 2.7367 30.1465
Si 0.0013 5.461 30.1522
Si 5.4955 5.4482 30.1513
Si 2.731 8.2073 30.1444
Si 8.2283 8.175 30.149
Si 1.3673 1.3673 31.515
Si 6.8362 1.3673 31.515
Si 4.1018 4.1018 31.515
Si 9.5708 4.1018 31.515
Si 1.3673 6.8362 31.515
Si 6.8362 6.8362 31.515
Si 4.1018 9.5708 31.515
Si 9.5708 9.5708 31.515
Si 2.7345 0 0.6835
Si 8.2035 0 0.6835
Si 0 2.7345 0.6835
Si 5.469 2.7345 0.6835
Si 2.7345 5.469 0.6835
Si 8.2035 5.469 0.6835
Si 0 8.2035 0.6835
Si 5.469 8.2035 0.6835
Si 4.112 1.3685 2.0536
Si 9.5573 1.3647 2.0499
Si 1.3578 4.1304 2.0339
Si 6.8388 4.0942 2.0557
Si 4.0956 6.8354 2.0513
Si 9.5687 6.8437 2.0498
Si 1.3734 9.5576 2.0493
Si 6.8186 9.6003 2.0466
Si -0.0199 -0.0245 3.3842
Si 5.4749 0.0215 3.4654
Si 2.758 2.7926 3.3609
Si 8.1772 2.7074 3.4433
Si 0.0062 5.4897 3.4299
Si 5.4661 5.4708 3.4019
Si 2.7529 8.2157 3.4413
Si 8.191 8.2349 3.3753
Si 1.3617 1.4134 4.6252
Si 6.8231 1.3662 4.8997
Si 4.1304 4.1016 4.7963
Si 9.5504 4.1025 4.7555
Si 1.3897 6.8507 4.8136
Si 6.7944 6.906 4.7172
Si 4.1094 9.5946 4.8372
Si 9.5323 9.5677 4.7814
Si 2.7124 0.1297 6.0425
Si 8.1757 -0.0477 6.2557
Si -0.0093 2.6893 6.0415
Si 5.4435 2.7397 6.2806
Si 2.7845 5.4936 6.1699
Si 8.1372 5.5006 6.0243
Si -0.0193 8.2044 6.1464
Si 5.4902 8.2338 6.2224
Si 3.7929 1.5929 7.5836
Si 9.7997 1.1544 7.4512
Si 1.5911 3.8239 7.3012
Si 6.6111 4.439 7.4583
Si 4.3646 6.6504 7.5437
Si 9.3199 6.9746 7.3866
Si 1.1071 9.9418 7.2776
Si 7.114 9.2465 7.6519
O 8.2744 8.1169 7.9128
O 2.68 2.7606 7.9365
O 9.5396 1.3318 24.19
O 4.0504 6.8858 24.4841
O -0.0026 0.0455 7.9531
O 5.4899 5.5299 8.0249
O 6.8603 9.5482 24.1941
O 1.4361 4.1225 24.1384
O 3.8108 7.396 8.9355
O 0.7872 4.4044 8.5997
O 9.7628 6.1845 8.7718
O 2.0986 9.4097 8.471
O 7.4754 3.9464 8.7737
O 4.2033 0.9483 9.0575
O 6.6531 9.5789 9.1975
O 9.1547 1.8609 8.7974
O 7.7281 3.2078 23.5008
O 10.7699 6.1083 23.3671
O 5.0933 0.4204 23.3854
O 5.7572 5.0728 23.4175
O 3.1651 2.2652 23.2877
O 8.6577 7.7546 23.4294
O 0.2103 10.163 23.5485
Si 4.4152 1.5884 22.4711
Si 3.392 7.9887 13.9993
Si 7.0059 1.0213 14.6581
B 0.2344 9.7142 22.2502
Si 1.0894 4.345 11.8641
Si 6.1619 9.019 15.298
Si 0.5711 1.4089 12.2754
Si 8.5642 5.0959 20.5281
Si 0.2771 5.7442 9.3399
Si 4.9554 3.1665 17.9375
Si 0.7603 3.8237 16.7085
Si 10.2656 2.9739 19.1794
Si 5.211 1.2177 10.3333
Si 0.672 0.3027 19.8264
Si 6.5602 9.4912 10.835
Si 9.1852 9.757 18.2636
Si 9.3002 9.284 12.5294
Si 6.5526 3.8954 22.6071
Si 2.3923 8.0964 9.363
Si 10.4731 7.4449 17.0584
Si 2.3908 6.3622 16.5541
Si 10.066 4.5445 14.1549
Si 5.9892 9.2359 18.4909
Si 7.9093 2.5912 9.5574
Si 8.7749 2.1852 12.4371
Si 5.2025 6.3036 18.0677
Si 3.7868 0.6046 19.4887
Si 4.1897 3.8703 12.035
Si 5.4405 6.644 12.1201
Si 7.8685 2.593 17.2109
Si 4.2392 2.5192 14.9565
Si 1.4142 1.2726 15.2474
Si 1.4766 9.4563 12.0106
Si 7.9442 6.9058 13.8474
Si 10.2551 9.8918 15.4494
Si 9.8791 7.1778 22.5154
Si 7.9852 5.5874 17.4316
O 5.956 7.9951 11.2704
O 5.868 9.2336 16.8732
O 7.5674 1.418 13.1845
O 0.785 1.7938 13.8451
O 9.3022 6.3397 16.8707
O 6.6486 6.2525 13.132
O 4.999 4.7102 18.597
O 9.0899 2.2602 18.2569
O 2.211 0.1247 19.2024
O 9.2376 10.2769 16.6926
O 2.6982 4.4561 11.6957
O 4.9119 10.3709 19.0742
O 9.3167 3.2905 13.4704
O 0.3378 1.9038 19.8758
O 3.0297 1.4055 15.0576
O 8.0594 5.532 19.0521
O 3.7616 6.6544 17.3865
O 4.4407 3.3226 16.3781
O 8.9571 5.7215 14.2869
O 5.5045 2.7522 22.1141
O 10.5389 4.2051 15.6575
O 0.201 3.992 18.2316
O 10.2497 10.6605 19.11
O 9.5496 10.0741 13.9787
O 10.7798 8.4264 21.941
O 1.0719 2.2369 16.5126
O 9.6175 3.8554 20.3895
O 7.9859 4.1321 16.7137
O -0.1326 9.1317 11.8661
O 6.4414 2.465 17.9983
O 5.505 10.7496 11.1755
O 7.6033 9.6511 18.801
O 9.9221 1.0631 12.0471
O 1.2536 6.9975 9.0418
O 0.524 4.8066 13.3301
O 5.5567 7.6835 18.9874
O 5.1413 5.1239 11.5083
O 2.6165 7.0619 15.1006
O 0.8041 2.7848 11.4448
O 0.7257 10.7527 15.5504
O 2.3279 8.6286 10.8927
O 4.6256 2.4662 11.2578
O 4.1511 3.5442 13.666
O 2.0774 4.7557 16.4378
O 10.5937 8.31 15.6698
O 6.8455 10.3514 14.6844
O 2.2413 9.01 13.3999
O 7.9082 1.6273 15.8905
O 4.0197 7.0402 12.8296
O 4.022 2.0539 18.7204
O 7.2403 4.6013 21.3264
O 8.3228 2.9637 11.0843
O 1.0599 6.9325 17.3373
O 5.5273 1.6042 14.7535
O 8.0457 9.7965 11.5495
O 9.2552 6.3801 21.2437
O 8.8523 7.7607 12.8281
O 1.5453 0.1638 11.8517
O 6.5167 6.2362 17.0767
O 7.2964 7.8581 15.0229
O 0.7308 10.5615 21.301
O 9.9229 8.2998 18.3276
O 3.9106 0.8902 21.095
O 0.2667 5.3818 10.9113
O 6.6272 1.6033 9.6193
O 4.6875 8.7706 14.6276

Results
free energy: -134206.423 eV
free energy less fixed offsets of B -154.04, O -568.88, Si -635.61 eV per atom: -3.113 eV

Forces (eV/angstrom), in the order of the atoms: element, x, y, z
Si 0.0049 -0.0065 0.0111
Si -0.0119 -0.0084 -0.0168
Si -0.0048 -0.0052 0.0116
Si -0.001 -0.0017 -0.013
Si 0.0141 -0.0003 -0.0065
Si -0.0119 0.0158 0.0044
B 0.0084 0.0065 -0.0202
Si 0.0029 0.0031 0.009
Si -0.0055 0.0009 -0.0057
Si -0.0007 0.0039 0.0087
Si -0.0061 -0.0051 -0.0057
Si -0.0049 0.0016 0.0036
Si 0.0203 0.0009 -0.0058
Si 0.002 0.0015 -0.0033
Si -0.0084 -0.0288 -0.0005
Si -0.0017 0.003 -0.0028
Si 0.0047 0.0074 0.0012
Si 0.0043 0.0014 -0.0099
Si 0.0019 -0.0067 -0.0064
Si -0.0003 0.0003 0.0014
Si -0.0048 0.0013 -0.0071
Si -0.0009 0.0039 0.0023
Si -0.0027 0.0022 -0.0001
Si -0.0022 0.0111 -0.0057
Si -0.0013 0.0019 -0.0016
Si -0.002 0.0066 0.0044
Si 0.0005 0.0036 0.0056
Si 0.0019 -0.0029 -0.0006
Si -0.0012 0.0035 0.0047
Si -0.0019 -0.0021 -0.002
Si 0.0011 -0.0038 0.0029
Si 0 -0.0017 0.0073
Si -0.0029 0.0033 0.0008
Si -0.0036 -0.0011 0.0035
Si 0.0001 -0.0014 0.0043
Si -0.0017 0.0029 -0.0007
Si 0.0008 0.0027 0.0021
Si 0 0.0001 -0.0006
Si -0.0014 0.0019 -0.0011
Si 0.0016 0.0048 0.004
Si 0.0946 -0.0779 0.0211
Si -0.0028 0.0859 -0.0533
Si 0.0911 -0.1362 -0.0412
Si -0.0732 0.0478 0.0195
Si -0.012 0.0375 -0.0714
Si 0.1491 -0.1051 0.0491
Si -0.1318 -0.0165 0.0509
Si 0.0879 -0.0504 -0.043
Si 0.0048 -0.0205 0.1125
Si -0.0961 0.0686 -0.1186
Si -0.0737 0.0243 0.0439
Si 0.0579 -0.0122 0.0157
Si -0.0627 0.1947 -0.162
Si 0.0325 -0.0639 0.1012
Si 0.0583 -0.0698 -0.0167
Si -0.0588 0.0656 0.0377
Si -0.0027 -0.0002 0
Si 0.0001 0.0032 -0.0016
Si -0.0002 -0.0022 0.0011
Si -0.0015 0.0026 -0.0013
Si -0.0009 0.0019 -0.0004
Si -0.0013 0.0011 0.0006
Si -0.0012 0.0027 -0.0006
Si -0.001 -0.0013 0.0009
Si -0.002 -0.0034 -0.0026
Si 0 -0.0011 -0.0004
Si 0.0015 0.0033 -0.0049
Si 0.0009 -0.0018 0.0019
Si -0.0002 -0.0001 0.0018
Si -0.0007 0.0002 -0.003
Si 0.0025 0.0004 0.003
Si -0.0008 -0.0001 -0.003
Si -0.0011 -0.0007 0.0063
Si -0.001 0.0017 -0.0022
Si -0.0016 -0.0013 0.0027
Si 0.0001 0.0019 -0.0012
Si -0.002 -0.0007 -0.0015
Si 0.0007 -0.0001 0.0034
Si -0.0026 -0.0011 -0.0027
Si 0.0005 0.0006 0.0032
Si -0.0022 0.0007 -0.0011
Si 0.0033 -0.0021 0.0019
Si 0.0008 -0.0016 -0.001
Si -0.0009 0.0024 0.0008
Si 0.0017 -0.0021 0.001
Si -0.0006 0.0016 -0.0015
Si -0.0004 0.0018 -0.0012
Si 0.003 -0.0016 0.0009
Si 0.0021 0.0005 0.0028
Si -0.0023 -0.0016 -0.0014
Si 0.0001 0.003 -0.0007
Si -0.0007 -0.0033 -0.0016
Si -0.0028 0 -0.0012
Si 0.0011 0.0007 -0.0025
Si 0.0003 -0.0011 -0.0006
Si 0.0007 0.0017 -0.0021
O -0.0013 0.0003 0.0031
O -0.0006 0.0018 -0.0003
O -0.0052 0.0068 -0.0007
O -0.0075 0.0012 0.0281
O 0 0.0013 0.0014
O -0.0008 0.001 0.0017
O 0.0051 -0.0026 0
O -0.004 -0.0001 0.0003
O 0.0004 -0.0003 0.0014
O 0 0.0005 0.0019
O 0 -0.0001 0.0012
O 0.0007 -0.002 0.0034
O 0.0003 0.0002 0.0021
O -0.0012 0.0001 -0.0006
O 0.0004 0.0001 0.0014
O -0.0002 0.0007 0.0016
O 0.002 -0.0024 0.0115
O -0.0033 0.0017 0.003
O 0.0018 -0.0011 0.0092
O -0.0013 0.0064 0.0059
O 0.0027 0.001 -0.005
O -0.0004 -0.0018 -0.0064
O -0.0057 0.0015 0.0087
Si -0.0033 -0.0039 0.003
Si 0.0001 -0.0002 0.0032
Si -0.0001 -0.0017 0.0038
B 0.0049 0.0024 -0.0059
Si -0.0011 0.0008 -0.0007
Si -0.0002 -0.0002 0.0053
Si -0.0001 -0.0005 0.0007
Si 0.0053 0.0001 -0.0048
Si 0.0005 0.0006 -0.0044
Si 0.0003 0.0015 0.0022
Si -0.0002 -0.0001 0.004
Si -0.0002 0.0002 0.0018
Si -0.0006 -0.0007 -0.0022
Si 0.0006 -0.0034 0.0054
Si -0.0014 0.0003 -0.0021
Si -0.0007 -0.001 0.0037
Si -0.0004 0.0005 0.0013
Si -0.0013 -0.0015 -0.0073
Si -0.0019 0.0009 -0.0042
Si 0.0006 -0.0006 0.0037
Si 0 0.0004 0.0057
Si -0.0003 -0.0003 0.0031
Si -0.0027 -0.0019 0.0026
Si -0.0013 -0.001 -0.0037
Si -0.0003 0 0.0002
Si -0.0016 0.0012 0.0053
Si 0.0019 -0.0001 0.0016
Si -0.0001 -0.0003 -0.0002
Si 0.0001 0.0007 0.0003
Si -0.0014 -0.0002 0.0037
Si -0.0005 0.0006 0.0046
Si -0.0013 0.0006 0.0034
Si 0.0011 -0.0013 0
Si -0.0005 0.0002 0.0038
Si -0.0006 0 0.0034
Si -0.0049 -0.0053 0.0064
Si -0.0005 0.0009 0.0038
O -0.0027 -0.0011 0.0006
O 0.0008 0.0019 -0.0005
O -0.0021 -0.0007 0
O -0.0002 0.0001 0.0003
O -0.0001 -0.0022 -0.0019
O 0.0018 0 0.0002
O 0.0013 -0.0006 0.0003
O 0.0001 -0.0005 -0.0007
O -0.0022 0.001 -0.0015
O -0.0015 -0.0007 -0.0009
O -0.0006 -0.0009 0.0003
O -0.0001 0.0008 -0.0008
O 0.0003 0.001 0.0004
O 0.0014 0.0016 0.0006
O -0.0019 -0.0012 -0.0014
O -0.0008 0.0003 -0.003
O -0.0005 -0.0008 -0.0015
O -0.0007 0.0006 -0.0018
O 0.0013 0.0001 -0.001
O -0.0014 -0.0019 -0.003
O -0.0019 0.0014 -0.0004
O 0.0004 0.0009 -0.0002
O 0.0012 0.0019 0.0005
O -0.0016 -0.0009 -0.0004
O -0.0021 -0.0001 -0.0038
O 0.001 0.0009 -0.0011
O 0.002 -0.0015 -0.0002
O 0.0025 -0.0001 -0.0016
O 0.0005 0.0007 0.0009
O 0.0014 0.0003 -0.0014
O -0.0009 -0.0002 0.0008
O 0.0003 0.0005 0.0005
O 0.0008 0.0002 0.0002
O -0.0005 -0.0014 0.0028
O -0.0007 -0.0008 0.0004
O 0.0022 0 -0.0005
O 0.0016 -0.0002 0.0009
O 0.0015 0.0003 -0.0016
O -0.0022 0 0.0014
O -0.0009 0.0006 -0.0014
O -0.0007 0.0007 0.0005
O -0.001 0.0008 0.0013
O 0.0021 -0.0003 0.0003
O 0.001 -0.0001 -0.0016
O 0.0013 -0.0011 -0.0011
O -0.0015 -0.0003 -0.002
O -0.0009 0 -0.0006
O -0.0002 -0.0004 -0.001
O 0 0.001 -0.0003
O 0.001 -0.0006 0
O -0.0051 -0.003 -0.0001
O 0.0013 -0.0013 0.0013
O -0.0012 0.001 -0.0017
O -0.001 0 -0.0024
O -0.0001 0.0008 0.0011
O 0.0004 0.0045 0.0016
O 0.0016 -0.0012 -0.0004
O 0.0014 -0.0002 0.001
O -0.0002 -0.002 -0.0017
O -0.0002 -0.0003 -0.0007
O 0.0017 0.004 -0.005
O -0.0007 -0.0004 -0.0013
O 0.0001 0.0008 -0.001
O -0.0005 -0.0013 0.0018
O 0.0004 0.0002 0.0019
O 0.0007 -0.001 -0.0021

The program warned: the cutoff lies below the one the program advises for these potential files; the exchange-correlation potential is rough where the density is thin.
